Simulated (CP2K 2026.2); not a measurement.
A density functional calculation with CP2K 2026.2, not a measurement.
Periodic cell of 432 atoms, Si324O108, from a study of silicon, its oxide and their interface. The atomic structure is a simulated model.
Doubt: the forces sum to 1.54 eV/angstrom along one axis rather than to zero, so they err by at least 0.0036 eV/angstrom per atom on average; the grid cutoff is modest.

Settings
functional: PBE
method: Gaussian and plane waves
basis set: DZVP-MOLOPT-SR-GTH
pseudopotentials: GTH-PBE
grid cutoff: 300 Ry, relative cutoff 40 Ry
k points: Gamma only
occupations: fixed
spin: none
net charge: 0

Cell vectors (angstrom)
a	16.32	0	0
b	0	16.32	0
c	2.3388	-5.6949	29.6531

Atoms and the computed forces on them: element, x, y, z (angstrom), force x, y, z (eV/angstrom)
Si	1.6235	-1.579	0.0644	-0.1118	0.0986	0.7096
Si	4.2996	1.0587	0.0456	-0.0682	0.1919	0.7098
Si	1.0064	4.4572	0.1573	0.1143	-0.2284	0.7893
Si	3.7255	7.1138	0.0152	0.1814	-0.1188	0.7222
Si	1.4891	-6.9861	0.0434	-0.1263	0.1714	0.7011
Si	3.7959	-3.84	-0.0177	0.1344	-0.0774	0.6652
Si	6.562	-1.0955	0.0645	0.0788	-0.156	0.7652
Si	9.3084	1.5866	0.1408	0.1349	-0.0974	0.7553
Si	7.0851	3.7899	0.0534	-0.1755	0.1126	0.7305
Si	9.3495	6.8432	0.0381	0.2734	-0.1263	0.6781
Si	7.2131	9.1659	0.1173	-0.2568	0.102	0.7771
Si	-6.6699	-4.3777	-0.0868	-0.0332	0.2397	0.7165
Si	-3.7573	-1.4624	-0.0614	-0.2634	-0.001	0.7083
Si	-1.7145	1.5412	0.1734	0.2424	0.0138	0.6546
Si	-3.727	3.8543	0.4098	-0.1164	-0.128	0.6769
Si	-1.2552	6.5912	0.2119	-0.1171	0.1621	0.718
Si	-4.3705	-6.5352	-0.0966	0.1617	-0.1503	0.7746
Si	-1.5382	-3.7173	-0.0982	0.0618	-0.2416	0.7148
Si	2.7715	-0.0541	1.4119	-0.0067	-0.0022	-0.0567
Si	5.4282	2.6971	1.3139	0.014	-0.0074	-0.0687
Si	2.6641	5.5294	1.3959	-0.0033	0.0092	-0.0683
Si	5.428	8.1566	1.2891	0.0128	-0.0106	-0.0459
Si	2.6781	-5.411	1.3266	-0.0038	-0.016	-0.0272
Si	5.4147	-2.7313	1.3081	-0.0053	0.0138	-0.0503
Si	8.1172	0.0306	1.4068	-0.0221	0.0089	-0.0398
Si	-5.4407	2.6969	1.4824	-0.0074	-0.0098	-0.0282
Si	8.1613	5.3749	1.4034	-0.0072	-0.0017	-0.0372
Si	-5.3961	8.1194	1.2707	0.0041	0.0091	-0.0212
Si	8.2399	-5.5101	1.4107	0.0219	0.0016	-0.0586
Si	-5.4552	-2.692	1.1131	0.0096	-0.0206	-0.0417
Si	-2.7726	-0.0189	1.5119	-0.0119	-0.0255	-0.0245
Si	-0.0263	2.7128	1.3604	0.0108	0.0226	-0.0573
Si	-2.5996	5.3919	1.6863	0.0118	0.0043	-0.0008
Si	-0.04	8.1905	1.4012	0.0234	-0.0132	-0.0476
Si	-2.7421	-5.3587	1.1688	-0.0082	0.0171	-0.0404
Si	-0.0006	-2.6867	1.3509	-0.0048	0.0137	-0.0347
Si	1.3773	1.3571	2.6837	-0.0191	-0.006	0.0204
Si	4.0647	4.0941	2.6545	0.0041	0.0009	0.0013
Si	1.3319	6.8567	2.7964	-0.0051	-0.0175	0.0447
Si	4.1065	9.5648	2.6656	-0.0086	-0.0002	0.0191
Si	1.3107	-4.0934	2.7149	0.0062	0.0013	0.0147
Si	4.1076	-1.4079	2.7728	0.0144	-0.0087	0.0465
Si	6.7644	1.3833	2.7673	-0.0151	0.0063	0.0435
Si	9.5365	4.0906	2.8021	0.0029	-0.0026	0.0284
Si	6.7494	6.7626	2.6899	0.0018	0.0067	0.0233
Si	9.5933	-6.8723	2.7418	0.0243	-0.011	0.0297
Si	6.8016	-4.1048	2.6484	-0.0061	0.0023	0.0045
Si	-6.7866	-1.3924	2.6188	0.0275	-0.0003	-0.0144
Si	-4.143	1.3082	2.8492	0.0007	0.0158	0.0189
Si	-1.2491	4.0038	2.9261	0.0239	-0.0335	0.0409
Si	-4.0839	6.8242	2.757	-0.0185	0.0018	0.0185
Si	-1.4285	-6.721	2.6396	-0.0168	0.0168	-0.0014
Si	-4.0996	-4.0246	2.586	-0.0048	-0.0065	0.0362
Si	-1.3088	-1.3329	2.766	0.0035	-0.0062	0.0256
Si	0.038	0.0254	4.1049	-0.0024	0.0074	0.003
Si	2.729	2.7278	4.0459	0.0081	0.0018	-0.008
Si	0.0634	5.4497	4.1931	0.0199	-0.0192	0.0022
Si	2.7435	8.2155	4.0725	0.0022	0.0009	-0.0053
Si	-0.0495	-5.4375	4.0641	0.0052	-0.0001	-0.0018
Si	2.701	-2.7512	4.0846	-0.0021	0.0135	-0.0111
Si	5.4441	-0.0146	4.1149	0.0026	0.0053	-0.0035
Si	8.1467	2.7237	4.1193	-0.0107	-0.0109	-0.0066
Si	5.4129	5.4218	4.0684	0.0037	0.0044	0.0078
Si	8.1482	-8.1972	4.0525	-0.0082	0.0108	-0.011
Si	5.4514	-5.4283	4.0536	-0.0108	-0.0029	0.0043
Si	8.1714	-2.7386	4.003	-0.0012	0.0032	0.0021
Si	-5.5023	-0.0729	4.1173	-0.0205	0.0141	0.0075
Si	-2.7266	2.6734	4.1683	-0.0004	0.0181	-0.0207
Si	-5.438	5.4708	4.1283	-0.0079	-0.0009	0.0038
Si	-2.7223	8.2141	4.0622	0.0235	-0.0135	0.0015
Si	-5.3916	-5.4233	4.0294	0.0124	-0.0036	-0.0197
Si	-2.7324	-2.7226	4.0357	-0.015	-0.0057	-0.0248
Si	1.3374	-1.3929	16.3591	-0.015	-0.015	0.0289
Si	4.0329	1.3319	16.3337	-0.0247	-0.0055	-0.0181
Si	1.3521	4.0851	16.2491	0.0017	-0.0129	0.0172
Si	4.1338	6.827	16.2801	0.0084	0.0261	0.0026
Si	1.336	-6.8154	16.2654	0.0065	-0.0016	0.0084
Si	4.063	-4.0791	16.2712	0.0147	-0.0255	0.0095
Si	6.822	-1.322	16.2835	-0.0125	-0.0014	-0.0087
Si	-6.7712	1.3936	16.3269	0.0058	0.012	-0.0093
Si	6.8315	4.1324	16.3092	0.0457	0.0154	0.0328
Si	-6.7454	6.8665	16.3533	0.0096	0.0064	0.0048
Si	6.809	-6.8282	16.2735	0.0175	-0.0066	-0.0246
Si	-6.7889	-4.0888	16.3832	0.0079	0.0202	0.0114
Si	-4.1036	-1.396	16.3415	-0.01	0.0167	0.0146
Si	-1.3818	1.3222	16.2577	-0.0272	-0.0105	-0.0027
Si	-4.1173	4.0615	16.3011	0.0054	-0.0036	-0.0096
Si	-1.3769	6.741	16.3099	0.0036	-0.0002	0.0122
Si	-4.0492	9.5706	16.3663	-0.0073	-0.0157	-0.0203
Si	-1.3635	-4.0985	16.4096	0.0013	-0.0035	-0.0064
Si	2.6773	-0.0498	17.7445	0.0161	0.0219	-0.0326
Si	5.415	2.7635	17.5934	-0.031	-0.0005	-0.0167
Si	2.7293	5.4731	17.5593	-0.0101	0.0037	-0.0254
Si	5.4887	8.1683	17.6844	-0.0047	-0.0102	-0.0053
Si	2.6848	-5.4472	17.6065	-0.019	0.0006	-0.0508
Si	5.4318	-2.6796	17.5773	-0.0362	-0.01	-0.0215
Si	8.2035	0.0165	17.6512	0.0324	-0.0121	-0.0078
Si	-5.4369	2.7428	17.736	-0.0026	0.0083	-0.0047
Si	8.206	5.5188	17.6869	-0.0358	-0.0185	-0.0386
Si	-5.3763	8.2413	17.7549	-0.0357	-0.0198	-0.019
Si	8.1592	-5.5308	17.6626	0.0152	-0.0091	-0.0099
Si	-5.453	-2.7118	17.7817	-0.0054	0.0018	-0.0373
Si	-2.7119	-0.0379	17.6501	-0.0058	-0.0216	-0.0349
Si	-0.0425	2.7226	17.558	-0.0233	0.0033	-0.0185
Si	-2.7924	5.4069	17.6672	0.0046	0.0138	-0.0121
Si	0.0312	-8.2372	17.6167	0.0246	0.0129	-0.0334
Si	-2.7061	-5.4531	17.8123	0.0058	0.007	0.0066
Si	-0.0076	-2.7388	17.7805	0.0206	0.0144	-0.0115
Si	1.2217	1.3959	18.9834	0.0674	-0.0217	0.024
Si	4.0651	4.1982	18.9368	0.0202	-0.0143	0.0489
Si	1.4197	6.7375	18.9895	-0.0002	0.0051	0.0241
Si	4.0218	-6.8343	18.9404	-0.013	-0.0107	0.0328
Si	1.4044	-4.1184	19.0851	0.022	-0.0098	0.0424
Si	4.124	-1.4374	19.0832	0.0005	0.0555	0.0297
Si	6.8538	1.4245	18.8999	0.0029	-0.0002	0.0609
Si	-6.7306	4.2007	19.082	0.0173	0.0362	0.0541
Si	6.8815	6.8929	19.1056	0.0391	0.0066	0.0338
Si	-6.7864	9.5412	19.1579	0.0076	-0.0166	0.0398
Si	6.7324	-4.1169	18.8425	-0.0091	0.0015	0.001
Si	9.4683	-1.2913	19.135	0.0307	0.0034	0.0296
Si	-4.0749	1.2995	19.0133	0.0093	-0.0089	0.0415
Si	-1.454	3.966	18.9376	-0.0032	-0.0396	0.0247
Si	-4.014	6.8489	19.0935	-0.0042	0.0086	0.0517
Si	-1.2975	-6.9304	19.0273	-0.0045	-0.0132	0.0691
Si	-4.0623	-4.0626	19.1929	-0.0147	0.0171	0.0631
Si	-1.3924	-1.3535	19.1147	-0.0055	0.02	0.0466
Si	-0.2635	0.2626	20.3847	0.1168	-0.0769	-0.6735
Si	2.9422	2.5121	20.1121	-0.4599	0.4928	-0.4099
Si	-0.122	5.4058	20.1341	0.1536	-0.076	-0.6107
Si	2.6012	8.261	20.3658	0.1768	-0.2246	-0.7104
Si	0.3618	-5.8684	20.247	-0.0724	0.1867	-0.7729
Si	2.9915	-2.9962	20.4311	-0.0885	0.1472	-0.6356
Si	5.1973	0.3807	20.1887	0.4758	-0.5237	-0.3144
Si	7.8618	3.0859	20.1548	0.2094	-0.0672	-0.7634
Si	5.6403	5.3029	20.2586	-0.2031	0.2355	-0.7634
Si	8.4627	7.9584	20.5492	-0.1826	0.1659	-0.745
Si	5.1413	-5.2182	20.1563	0.0222	0.0067	-0.6777
Si	8.2017	-2.9584	20.2022	-0.1411	0.2755	-0.6448
Si	-5.2058	-0.1751	20.4392	-0.2167	0.0406	-0.6697
Si	-2.5215	2.3947	20.3598	-0.0547	0.1978	-0.7051
Si	-5.5769	5.7729	20.454	0.0686	-0.161	-0.7354
Si	-2.2545	-8.5845	20.4257	-0.2219	0.2352	-0.7408
Si	-5.7632	-5.0937	20.4548	0.3023	-0.2932	-0.7011
Si	-2.9723	-2.4208	20.5052	0.1324	-0.1763	-0.7239
Si	-0.2597	-5.6548	23.2041	0.0391	-0.0085	-0.1093
Si	0.0394	0.2708	-1.9662	-0.04	-0.0055	0.1525
Si	-6.1694	0.5125	23.3158	-0.0122	0.0678	-0.0508
Si	-0.1147	0.4059	-4.8616	0.0386	-0.0023	-0.0008
Si	1.1825	3.1869	-2.561	-0.1133	0.0965	-0.0575
Si	-7.9632	-7.519	-5.1489	-0.0903	-0.0696	-0.0245
Si	-4.262	3.1237	-3.6138	0.0229	-0.0386	0.0361
Si	1.1582	4.7926	22.7604	-0.0408	-0.005	0.0135
Si	-2.2961	-3.6205	23.3673	-0.0375	-0.0058	-0.1798
Si	3.7173	2.0086	-2.8298	-0.031	0.0717	0.1097
Si	-1.9303	-6.741	-4.2561	0.0525	0.0697	-0.0417
Si	7.0084	-6.4067	22.4246	0.1357	-0.0636	-0.0705
Si	-2.3931	-7.9281	23.4989	0.1023	-0.0271	-0.2023
Si	3.0501	0.4753	-5.2469	0.0267	0.0383	-0.0686
Si	-5.0218	-4.9385	23.4309	-0.0424	-0.0103	-0.0858
Si	7.3447	-3.603	22.9269	-0.0043	-0.0412	-0.0662
Si	-3.6681	4.2999	22.5491	0.0031	0.0248	-0.1085
Si	5.0808	-4.5876	-2.8095	0.0512	0.0071	0.1179
Si	3.8322	1.2804	22.6204	0.0962	0.0168	-0.2534
Si	-1.2543	5.7127	23.9409	0.0167	-0.1093	-0.016
Si	0.1491	-5.2814	-2.2987	-0.0356	-0.0211	0.115
Si	1.6901	-1.0306	22.5584	0.0792	-0.0486	-0.1815
Si	-5.0569	5.5314	-1.9098	-0.1045	0.0478	0.0656
Si	3.8278	6.3848	22.5424	-0.0804	0.0821	-0.1663
Si	2.4863	-4.7895	-4.2661	-0.0411	-0.1399	-0.0393
Si	-6.5627	-2.3571	24.3479	-0.1276	-0.1476	0.0802
Si	6.0805	4.0404	-2.8509	-0.0166	0.0703	0.1344
Si	-1.1961	3.3705	-4.328	0.007	0.0082	0.0494
Si	-5.2012	0.4102	-2.1791	0.0538	0.0633	0.1156
Si	-3.0723	7.8178	-2.1345	-0.0159	0.0324	0.1736
Si	7.7411	-2.9292	-2.2061	-0.0354	-0.0772	0.2018
Si	4.8188	6.7667	-2.8603	-0.0847	0.0281	0.0614
Si	6.6543	-7.0585	-2.7968	-0.0074	0.0398	0.0462
Si	3.1909	-7.8647	-4.9519	0.1091	0.0431	0.0096
Si	-6.938	-1.2453	-4.2657	0.0039	0.0385	0.1871
Si	-8.1299	2.4688	23.1236	-0.1036	-0.0083	0.0188
Si	1.3736	-1.3637	5.448	0.0001	0.0014	0.0112
Si	4.0706	1.3604	5.4347	-0.0018	0.0049	0.0027
Si	1.4195	4.0691	5.4881	-0.0058	0.0088	0.0207
Si	4.0775	6.8125	5.4256	-0.001	0.0011	0.0133
Si	1.3464	9.5408	5.4237	0.003	-0.0109	0.0089
Si	4.0808	-4.094	5.4327	0.0005	0.0056	0.006
Si	6.8319	-1.3823	5.4197	-0.0023	-0.0048	0.002
Si	9.4906	1.3332	5.4593	-0.0018	0.0043	0.0171
Si	6.7792	4.0861	5.4532	0.008	-0.0029	0.0091
Si	9.4956	6.8031	5.4631	-0.0022	0.0104	0.0089
Si	6.8071	-6.804	5.4056	0.0014	-0.0079	0.0098
Si	-6.7938	-4.0914	5.3856	-0.0028	0.0028	0.0045
Si	-4.0866	-1.3944	5.4407	0.0171	0.0034	0.0041
Si	-1.3474	1.3298	5.4939	0.0125	0.017	0.0065
Si	-4.078	4.088	5.4691	-0.0117	-0.007	0.0109
Si	-1.3667	6.83	5.4413	-0.0155	0.0012	-0.0016
Si	-4.066	-6.765	5.4385	-0.0093	0.0024	0.0026
Si	-1.3886	-4.0744	5.4269	0.0067	0.0081	0.0059
Si	2.7236	0.0009	6.8073	-0.0001	0.0052	0.0008
Si	5.4293	2.7146	6.8055	-0.001	0.0002	-0.0003
Si	2.7535	5.4511	6.8262	0.0075	-0.0253	0.0046
Si	5.4483	-8.1554	6.7831	-0.0016	-0.0011	-0.0035
Si	2.7133	-5.4392	6.796	-0.0027	0.0053	0.0029
Si	5.4508	-2.727	6.7808	-0.0042	0.002	0
Si	8.1491	-0.0226	6.8198	0.0052	0	-0.0021
Si	10.8708	2.7077	6.7993	-0.0051	-0.0025	0.0004
Si	8.1454	5.4372	6.8162	-0.0088	0.0015	0.0046
Si	-5.4441	-8.1356	6.7853	-0.0034	0.0011	0.001
Si	-8.1536	-5.4398	6.7662	-0.0021	-0.005	0.0033
Si	-5.4516	-2.7462	6.7906	0.006	-0.004	-0.0033
Si	-2.7277	-0.0343	6.816	-0.0028	0.0027	0.0043
Si	0.0151	2.7183	6.8218	0.0066	0.0057	-0.0018
Si	-2.7169	5.4595	6.8086	-0.0014	0.0037	0.0014
Si	0.0064	8.1705	6.7996	0.0107	-0.0036	-0.0039
Si	-2.716	-5.4308	6.8146	0.0054	-0.0068	0.003
Si	-0.0121	-2.7206	6.7865	-0.007	0.0053	-0.0005
Si	1.3645	1.3512	8.177	-0.005	-0.0018	-0.0031
Si	4.0946	4.0802	8.1805	0.0076	0.0193	0.0006
Si	1.3624	6.8027	8.1624	-0.0039	-0.0065	-0.0028
Si	4.0796	-6.8029	8.15	-0.0054	-0.0148	-0.0063
Si	1.3559	-4.0751	8.1508	0.0007	0.0015	-0.0047
Si	4.0936	-1.3631	8.1513	0.0084	0.0132	-0.0008
Si	6.7884	1.3484	8.1625	-0.0043	-0.0044	-0.0002
Si	9.513	4.0702	8.1611	-0.0084	-0.0095	-0.0028
Si	6.797	6.8106	8.1638	0.0002	0.0009	0.0023
Si	-6.8013	-6.7853	8.1494	0.0046	0.0017	0.0011
Si	6.808	-4.0849	8.1442	-0.0029	0.0051	-0.0107
Si	-6.7953	-1.3749	8.1633	-0.006	0.0075	-0.0027
Si	-4.0843	1.3505	8.1594	0.004	0.0133	-0.0035
Si	-1.3544	4.0893	8.1635	0.0096	-0.0009	0.0029
Si	-4.0873	6.8165	8.1523	0.0041	-0.0064	-0.0054
Si	-1.3528	-6.7949	8.162	0.0026	0.0028	-0.0038
Si	-4.09	-4.0858	8.1649	-0.0013	-0.0026	0.0049
Si	-1.364	-1.3809	8.1714	0.0001	-0.01	0.0011
Si	-0.0028	-0.0134	9.5217	-0.0049	0.0115	0.0004
Si	2.7238	2.718	9.5293	0.0024	0.0049	-0.0046
Si	0.0034	5.4435	9.5273	0.0045	0.0059	0.0051
Si	2.7242	-8.1594	9.5209	0.0016	-0.0054	0.0018
Si	0.0029	-5.4363	9.5177	0.0025	-0.004	-0.0001
Si	2.7225	-2.7189	9.5086	-0.0056	0.0049	-0.0032
Si	5.4389	-0.0074	9.5286	-0.0033	0.01	-0.004
Si	8.156	2.7074	9.5175	-0.0105	-0.0035	-0.0003
Si	5.4491	5.446	9.5282	0.006	-0.0173	0.0023
Si	-8.1533	-8.1491	9.5117	-0.0047	-0.0011	-0.0005
Si	5.4426	-5.4379	9.5081	0.0005	-0.0005	0.0003
Si	-8.16	-2.7268	9.5228	0.0068	-0.0011	0.0037
Si	-5.4419	-0.0071	9.5247	0.0065	-0.0062	0.0033
Si	-2.7214	2.7177	9.5134	0.0014	-0.0008	0.0017
Si	-5.4414	5.4438	9.5069	-0.0057	0.0066	0.0006
Si	-2.7187	-8.1554	9.5164	0.0016	0.0019	0.0005
Si	-5.4457	-5.4391	9.5251	-0.0025	-0.0026	0.0007
Si	-2.7301	-2.7319	9.5266	0.0026	-0.0007	0.0027
Si	1.3585	-1.3709	10.8786	0.006	0.0068	0.0013
Si	4.0826	1.3562	10.8864	0.0046	-0.0044	0.0037
Si	1.3599	4.0756	10.885	0.0005	-0.0106	0.0061
Si	4.0831	-9.5207	10.8837	0.0016	-0.0078	0.0032
Si	1.361	-6.7959	10.8763	-0.0012	0.0023	-0.0032
Si	4.0827	-4.076	10.8737	-0.0056	0.0016	-0.0041
Si	6.8029	-1.3628	10.8882	-0.009	0.0111	0.0015
Si	9.5132	1.3519	10.8847	-0.0056	0.0112	-0.0016
Si	6.8078	4.0788	10.8738	-0.0014	0.0077	-0.0026
Si	-6.7905	-9.5101	10.8706	-0.0065	-0.0047	0.0063
Si	-9.5098	-6.7884	10.8713	0.0047	-0.0071	-0.0001
Si	-6.7945	-4.0744	10.8899	-0.0016	-0.0057	0.0022
Si	-4.0815	-1.3653	10.8854	0.0064	0.002	0.0019
Si	-1.367	1.3467	10.8735	0.0116	-0.003	0.0031
Si	-4.0834	4.0839	10.8704	0.0012	0	-0.0013
Si	-1.3603	6.8062	10.8821	-0.0013	-0.006	0.0017
Si	-4.082	-6.8011	10.8759	-0.0004	0.0033	0.003
Si	-1.369	-4.0934	10.8791	-0.0015	0.001	0
Si	2.7201	-0.0103	12.2353	-0.007	0.0102	0.0014
Si	5.4478	2.7245	12.2356	0.0058	0.0061	-0.0043
Si	2.7245	5.433	12.2423	0.0086	0.009	0.0113
Si	5.4547	-8.1519	12.225	-0.0055	0.004	-0.0013
Si	2.7146	-5.4314	12.2325	0.0084	-0.0037	-0.002
Si	5.44	-2.7202	12.2469	-0.0087	-0.01	0.0049
Si	8.1578	-0.003	12.2578	0.003	0.0014	0.0131
Si	10.8763	2.7229	12.2322	0.0006	-0.0046	0.0052
Si	8.1735	5.4405	12.2178	-0.0113	-0.0169	-0.0056
Si	-5.4337	-8.1541	12.2441	-0.0012	-0.0062	0.0066
Si	-8.1501	-5.4355	12.2448	0.0024	0.0079	-0.0034
Si	-5.4346	-2.7163	12.2572	0.0074	0.0079	0.0027
Si	-2.7187	-0.0148	12.2453	-0.0045	0.0092	-0.0008
Si	-0.0064	2.7024	12.2294	-0.0185	-0.0104	0.0002
Si	-2.7289	5.4471	12.2354	0.01	0.0005	0.005
Si	-0.0002	8.17	12.2421	0.0072	0.0086	0.0045
Si	-2.7296	-5.4478	12.2422	-0.0014	-0.0129	0.003
Si	-0.0134	-2.7312	12.2313	-0.0034	-0.0065	0.0035
Si	1.3472	1.3347	13.5894	0.0029	0.0117	-0.0104
Si	4.0897	4.0737	13.6032	-0.0121	-0.0113	-0.0051
Si	1.3678	6.8059	13.59	-0.0078	-0.002	0.0033
Si	4.0914	-6.7876	13.5721	0.0071	0.003	0.0003
Si	1.3357	-4.087	13.5954	-0.0103	-0.0025	-0.0014
Si	4.0716	-1.364	13.6073	0.0104	0.0056	-0.0077
Si	6.803	1.3789	13.6089	-0.008	-0.0023	-0.0082
Si	9.5254	4.0955	13.5929	-0.0067	0.017	-0.001
Si	6.8273	-9.5131	13.5697	0.0251	-0.0032	-0.006
Si	-6.7788	-6.7815	13.6095	-0.0057	0.0006	-0.0041
Si	6.8142	-4.0743	13.6034	0.0045	-0.009	-0.0017
Si	9.5244	-1.3591	13.622	0.0059	0.0008	0.0025
Si	-4.0899	1.3497	13.5842	0.0089	0.0046	-0.001
Si	-1.3758	4.0641	13.5733	0.0011	-0.0058	-0.0009
Si	-4.0768	6.8107	13.6136	0.0014	-0.0047	0.005
Si	-1.3773	9.516	13.6077	0.0017	0.0109	0.0026
Si	-4.0713	-4.0835	13.6134	-0.0029	0.0055	-0.0042
Si	-1.3715	-1.3917	13.6107	0.005	-0.0034	0.0019
Si	0.0009	-0.0433	14.9527	0.0125	0.0148	-0.0057
Si	2.7115	2.6934	14.9376	0.0311	-0.0269	-0.0098
Si	-0.0173	5.4322	14.9117	-0.0099	-0.0013	-0.0161
Si	2.7444	8.1757	14.9338	0.0036	-0.005	-0.0145
Si	-0.0361	-5.4338	14.9679	-0.0019	-0.0002	-0.0077
Si	2.684	-2.7239	14.95	0.0058	0.0052	-0.0024
Si	5.4278	0.0206	14.9537	-0.0185	0.0276	-0.008
Si	8.1764	2.7443	14.9645	-0.0049	-0.0045	-0.0112
Si	5.4726	5.4568	14.926	-0.0131	-0.0144	-0.0066
Si	8.1921	-8.1661	14.9413	-0.005	-0.0058	-0.0053
Si	5.4483	-5.4392	14.9431	-0.0067	0.0118	-0.011
Si	8.1787	-2.7329	14.9843	0.0034	-0.0085	-0.0094
Si	-5.4271	0.0025	14.9774	-0.0069	0.0028	-0.015
Si	-2.7426	2.7112	14.9391	0.0102	-0.0035	-0.0146
Si	-5.4494	5.4594	14.9666	-0.0072	-0.0044	-0.0074
Si	-2.7221	8.1651	14.9954	0.0016	-0.0008	-0.0039
Si	-5.4256	-5.4201	14.9922	-0.0068	-0.0016	-0.0075
Si	-2.7192	-2.7499	15.0041	-0.0031	-0.0144	0.0001
O	-0.8245	-5.9678	-3.3788	0.1558	0.0141	-0.0675
O	-4.4912	1.694	-2.866	0.2742	0.1226	-0.077
O	-6.9804	3.4721	23.6812	-0.1306	0.5903	-0.0963
O	2.6982	-2.7009	-0.4966	-0.1735	-0.1428	-0.1961
O	2.8163	0.0674	22.8954	-0.1494	-0.3378	0.2419
O	-7.8914	-0.1694	-5.0077	-0.7812	0.1027	0.1787
O	6.7166	4.1441	20.6351	-0.0657	-0.0947	0.5053
O	-0.1452	5.5182	-0.3075	0.1058	-0.0892	-0.3116
O	7.9643	-5.0949	22.6263	0.4021	0.0767	-0.1487
O	5.4472	-0.0082	-0.456	-0.0048	0.0598	-0.4881
O	-2.0271	7.1743	-1.0915	0.2275	0.1666	-0.2747
O	1.4776	-6.9491	20.7721	-0.2102	-0.1306	0.2337
O	-4.1249	-1.321	20.9119	-0.1849	0.0723	0.5582
O	-5.4042	-5.549	21.9816	-0.1495	-0.6024	0.1071
O	2.6216	-8.0739	-0.43	-0.1129	0.0503	-0.5529
O	4.3193	1.9689	23.9812	-0.2264	0.1055	0.4454
O	-2.7064	-8.1304	21.922	-0.4046	0.2991	0.2776
O	-1.2926	0.6309	-1.1225	-0.1572	-0.1216	-0.1595
O	-8.0965	2.694	-0.3798	-0.0022	0.1473	-0.173
O	3.2447	7.6918	21.7671	0.3621	0.3282	0.5056
O	0.7871	1.6827	-2.1291	0.2487	-0.0603	0.0908
O	-5.7063	0.6392	21.7622	-0.221	0.1589	0.2051
O	-6.8537	-3.8956	20.6421	-0.0088	0.1975	0.3724
O	-2.3046	-2.9365	21.9041	0.3868	0.0471	0.0323
O	-8.0778	7.9782	-0.3525	-0.2435	-0.1784	-0.5313
O	1.6458	3.9911	-1.2514	0.3942	0.0614	-0.2174
O	4.0894	-4.1542	20.8584	0.065	-0.2733	0.3081
O	-4.7246	5.2256	21.737	0.01	0.2307	0.4459
O	3.0421	2.4265	21.7505	-0.0442	0.4177	0.5109
O	-7.9859	2.4198	21.5359	0.1655	-0.4625	-0.0846
O	7.2958	-1.7068	-1.2502	0.2227	0.2243	-0.2485
O	-6.7339	6.8296	20.9823	-0.0498	0.032	0.3614
O	-3.4055	-4.7959	23.4191	0.1521	-0.1887	0.3184
O	6.8487	-6.468	-1.3086	0.237	0.6135	-0.0259
O	5.1372	2.7392	-2.8941	0.0683	-0.404	0.1922
O	4.2641	6.4709	-1.3722	-0.1051	-0.5378	-0.1651
O	0.7606	-6.3932	-1.2898	-0.0445	0.0052	-0.2378
O	-0.3534	-5.396	21.6187	-0.5142	0.175	-0.0634
O	-2.6411	-2.5763	-0.5592	-0.1652	-0.0777	-0.355
O	-2.2593	5.0046	22.8872	-0.004	0.2554	-0.2697
O	-1.1381	6.5662	20.7099	0.0063	-0.0132	0.2493
O	-2.7622	2.723	-0.3088	0.0694	-0.0618	-0.3235
O	-5.5296	-5.4658	-0.5787	-0.0229	0.0227	-0.3387
O	-7.5536	-3.8845	-1.3781	0.1249	-0.4351	-0.4674
O	4.43	-4.5979	-1.3175	0.0535	-0.2996	0.1305
O	-5.5978	-3.4785	23.7467	0.31	0.2825	-0.2698
O	-0.727	-4.2251	-1.4294	-0.0367	0.151	-0.2676
O	0.1987	6.0067	23.2629	0.1781	0.6294	-0.0783
O	-3.8005	-7.6006	24.1688	-0.2993	-0.3378	-0.106
O	3.6779	7.5153	-3.7265	-0.0964	-0.1201	0.3915
O	2.6722	-6.3933	-4.5141	-0.2644	-0.0876	-0.04
O	-4.3577	3.9235	23.9551	0.1548	0.1622	0.5131
O	-0.3039	-0.3267	-3.4267	0.0216	-0.7124	-0.0616
O	5.8691	-3.9062	23.5385	-0.6536	0.6173	-0.0969
O	-5.8924	-0.5132	-3.2906	0.2082	-0.1903	-0.2091
O	3.7801	-5.355	24.3459	-0.0523	-0.0423	-0.1877
O	8.0541	-7.0886	-3.6166	0.508	-0.1397	0.3489
O	2.563	3.0181	-3.3902	-0.0064	0.2874	-0.6749
O	5.0718	5.8305	21.6854	0.1476	-0.2972	0.3129
O	5.5282	-6.0466	-3.38	-0.2493	-0.2036	-0.5054
O	0.9512	-0.8167	-1.2096	0.1206	-0.1721	-0.3126
O	-4.2565	4.936	-0.6612	0.3374	0.1971	0.1386
O	7.3119	-2.711	21.5683	-0.2227	0.6218	0.3365
O	-7.8018	-2.3372	-3.4799	-0.0169	-0.1069	-0.3753
O	6.4127	-3.6711	-2.7572	-0.0497	0.2194	-0.3967
O	4.0228	1.3764	19.656	-0.2823	0.0495	-0.6235
O	-7.7218	0.9555	23.5517	-0.5019	-0.518	0.1219
O	2.6768	5.2593	22.6064	0.3632	-0.1708	0.1064
O	-3.73	-7.1828	-1.4542	-0.0351	0.3179	-0.5134
O	-5.1463	4.3052	-2.9398	-0.2741	-0.1973	-0.4719
O	-6.3515	0.9248	-1.1776	-0.1601	0.0648	-0.3952
O	-8.0785	-2.764	23.9589	-0.2659	0.0672	0.3056
O	2.3537	-2.2979	21.7724	-0.0781	0.1379	0.3203
O	5.3058	5.338	-3.4487	-0.1135	0.0241	-0.4313
O	5.9275	-6.082	21.2753	0.0371	-0.3388	0.0887
O	1.0483	-1.4796	23.9601	-0.3449	0.135	0.06
O	3.8952	-4.1206	-3.8109	-0.045	0.4884	-0.2199
O	4.3338	6.6257	24.0535	0.1823	0.4191	0.2672
O	-1.8965	7.1079	24.3389	0.0533	0.0866	0.8008
O	1.3708	-4.582	-3.0982	0.203	0.4601	0.2093
O	-5.3121	1.522	24.2645	0.2862	-0.3898	0.4441
O	-3.2876	-5.8532	-4.4288	-0.2945	-0.0235	0.2812
O	7.8581	-7.6981	21.9402	0.0812	-0.0899	0.5048
O	-0.8626	-4.266	23.7729	0.3124	0.2213	0.3837
O	1.0025	3.6259	23.8894	0.0028	-0.4492	-0.0319
O	-2.6548	3.4069	-3.6157	0.3051	0.2781	0.3423
O	1.2487	-5.9605	23.6933	0.1985	-0.4122	-0.0864
O	3.5144	1.5923	-1.2767	-0.26	0.2915	-0.2254
O	0.5895	4.4367	21.2789	0.089	-0.5648	0.1141
O	-0.0417	3.9359	-3.3148	-0.0727	0.4197	0.0252
O	7.3913	3.6243	-3.7135	0.7564	-0.1996	0.3727
O	6.0998	7.7504	-2.7902	0.4979	-0.1249	0.0394
O	-4.181	-0.5407	-1.347	0.1203	-0.1041	-0.4816
O	-6.0085	-1.0205	23.6737	0.3141	-0.0914	-0.1316
O	-2.3068	-8.1063	-3.4986	0.2957	-0.5047	-0.444
O	3.6122	0.6719	-3.7387	0.1523	-0.4173	0.3497
O	6.128	-6.5426	23.7861	-0.0239	-0.6875	0.4791
O	-6.4678	6.1109	-1.3503	-0.2511	-0.133	-0.4728
O	5.1212	0.6396	21.8175	0.3665	-0.1482	0.344
O	-1.2215	-6.847	23.67	0.1372	-0.0295	0.3046
O	6.5161	4.4081	-1.3391	-0.1249	0.5732	0.0472
O	-0.6304	1.916	-4.7104	-0.2424	-0.1107	-0.3969
O	-4.2166	6.7567	-2.5312	0.0143	-0.0037	-0.3878
O	0.511	-0.3828	21.6631	0.0411	0.1142	0.3556
O	-3.3124	3.0082	21.6466	-0.0913	-0.2369	0.2859
O	6.7492	2.9166	23.6475	0.0412	0.0651	-0.4468
O	-1.3941	1.3357	20.9214	-0.11	-0.1018	0.5724
O	-4.8754	3.1435	-5.114	-0.1037	0.6046	0.023

Results
total energy: -82020.341 eV
total energy less fixed offsets of O -438.25, Si -107.07 eV per atom: 1.339 eV
